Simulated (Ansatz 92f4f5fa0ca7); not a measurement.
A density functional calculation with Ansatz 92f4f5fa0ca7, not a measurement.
Periodic cell of 252 atoms, Si144O100N8, from a study of silicon, its oxide and their interface. The atomic structure is a simulated model.
This geometry differs little from another in the collection (a relaxation step or a small displacement).

Settings: functional r2SCAN; potential files Ansatz PAW; basis plane waves; wave-function cutoff 800 eV; density cutoff ratio 5; exchange-correlation grid ratio 1; k mesh 1 x 1 x 1, shifted by 0.5 0.5 0 of a step; self-consistency stop 1e-10 eV per atom in the density residual; occupations fixed; spin none; net charge 0.

Cell vectors (angstrom)
a  10.888  0  0
b  0  10.888  0
c  0  0  35.7261

Atoms and the computed forces on them: element, x, y, z (angstrom), force x, y, z (eV/angstrom)
Si  0.2391  -0.3725  0.0447  -0.0135  0.0134  -0.1059
Si  2.1294  3.2388  0.1976  0.0225  -0.0071  -0.0897
Si  0.3559  4.9605  0.3356  -0.027  0.02  -0.0744
Si  2.4859  8.3032  -0.1004  0.0144  -0.0183  -0.1197
Si  5.6432  -0.2516  0.1427  0.0074  0.0015  -0.1107
Si  8.0486  2.8656  0.1594  0.0088  -0.0055  -0.0991
Si  5.4983  4.726  -0.2482  -0.0169  -0.0007  -0.1479
Si  7.895  8.3336  0.0357  -0.0172  -0.0033  -0.1267
Si  1.3016  1.324  1.298  -0.0018  0.0026  0.0059
Si  4.0125  3.9474  1.3836  0.0048  0.0018  0.0047
Si  1.4268  6.7535  1.3713  0.0001  0.0022  0.0068
Si  4.0052  9.4711  1.3209  -0.001  -0.0021  0.0055
Si  6.8287  1.3092  1.4243  -0.0017  0.0027  0.0074
Si  9.534  3.9906  1.5582  -0.0011  0.002  0.0053
Si  6.8144  6.8473  1.4287  -0.0176  -0.0107  -0.0279
Si  9.5721  9.3898  1.3439  -0.0038  0.0002  0.0059
Si  -0.0018  2.591  2.8248  -0.0011  -0.0034  -0.0011
Si  2.6934  -0.0079  2.6863  0.0015  0.0033  -0.0001
Si  -0.005  8.0538  2.7428  0  -0.0013  -0.0018
Si  2.8283  5.469  2.7483  -0.0006  -0.0016  -0.0019
Si  5.4082  2.6295  2.759  -0.0035  -0.0003  -0.0026
Si  8.2265  -0.074  2.7235  0.0019  0.0023  -0.0018
Si  5.4097  8.1784  2.7607  -0.0064  0.0003  0.0013
Si  8.1232  5.4103  2.7712  0.0013  -0.0015  0.0014
Si  1.4037  4.0629  4.057  -0.0003  0.002  -0.0018
Si  4.0534  1.3023  4.1126  -0.0004  0  0.002
Si  1.3297  9.5083  4.0536  -0.0004  -0.0009  -0.0001
Si  4.1015  6.8225  4.1514  0.0002  0.0007  -0.0004
Si  6.7564  4.0385  4.0999  -0.0004  -0.0004  0.0022
Si  9.52  1.2721  4.1609  0.0001  0  0
Si  6.8123  9.514  4.0891  0.0014  0.0006  0.0005
Si  9.5027  6.7531  4.1257  -0.0016  0.0008  0.0011
Si  0.0128  -0.0502  5.4937  -0.0013  -0.0005  -0.0009
Si  2.737  2.7279  5.459  -0.0003  0.0003  0.001
Si  0.0123  5.3947  5.4417  0.0001  0.0006  0.0013
Si  2.694  8.1837  5.4474  0.0011  0.0005  0.0008
Si  5.4515  -0.0172  5.4529  -0.0001  0.0002  0.0005
Si  8.1513  2.6875  5.4483  0.0005  0.0006  0.0003
Si  5.4463  5.4362  5.4726  0.0001  0.0006  0
Si  8.1509  8.1381  5.4635  -0.0006  0.0007  0.0009
Si  1.3618  1.3798  6.8069  0.0002  0.0002  -0.0007
Si  4.0903  4.1007  6.8342  -0.0014  -0.0019  -0.0002
Si  1.3393  6.809  6.7938  -0.0009  -0.0005  0.0004
Si  4.0743  9.5338  6.8012  -0.0006  0  0.0006
Si  6.794  1.3526  6.8168  -0.0017  0.0005  0.0001
Si  9.5278  4.0477  6.8021  -0.0009  0.0009  0
Si  6.7943  6.7849  6.8371  -0.0004  0.0004  0.0002
Si  9.5106  9.4906  6.8264  0.0003  -0.0001  0.0004
Si  -0.0049  2.7165  8.1883  -0.0004  -0.0007  0.0015
Si  2.7503  0.0538  8.1454  -0.0004  0.0002  0.0015
Si  -0.0267  8.1365  8.1815  -0.0012  0.0004  0.0015
Si  2.7278  5.5001  8.1622  0.0003  0.0017  0.0005
Si  5.482  2.7525  8.1728  0  0.0001  0.0008
Si  8.151  -0.0204  8.1652  0.0006  0  0.0003
Si  5.4261  8.1823  8.1677  -0.0009  -0.001  0.0008
Si  8.1693  5.4116  8.1629  -0.0009  -0.0002  0.0004
Si  1.3553  4.1546  9.4932  -0.0012  -0.0007  -0.0003
Si  4.1217  1.4194  9.5124  -0.0005  0.0007  -0.001
Si  1.3517  9.5781  9.4372  -0.0005  -0.0002  -0.0002
Si  4.068  6.8745  9.5584  -0.0013  -0.002  0.0016
Si  6.8614  4.0575  9.5779  -0.0004  -0.0018  -0.0005
Si  9.5089  1.325  9.5258  0.0003  0.0018  0.0004
Si  6.7815  9.5312  9.5392  0.0003  0.001  0
Si  9.47  6.7809  9.5397  0.0008  0.0012  0.0013
Si  -0.0122  -0.0401  10.8533  0.0007  -0.0013  -0.0002
Si  2.7588  2.8278  10.8104  0.0004  0.0014  0.001
Si  -0.0306  5.4632  10.8874  0.0007  -0.0012  -0.0001
Si  2.6875  8.3301  10.8583  -0.0002  0.0011  -0.0006
Si  5.4828  0.0707  10.8874  0.001  -0.0004  -0.0004
Si  8.215  2.6498  10.9688  -0.0003  -0.0007  -0.0019
Si  5.4923  5.4957  10.8483  0.0019  -0.0019  -0.0002
Si  8.1018  8.1419  10.9119  0.0015  -0.0015  -0.0011
Si  2.6913  0.3603  13.5598  0.001  0.0011  0.0031
Si  4.1156  4.2069  12.1863  -0.0013  -0.0012  -0.004
Si  1.1971  7.0437  12.1284  -0.001  -0.0031  0.0017
Si  4.0292  9.7501  12.2316  0.0005  -0.0017  0.0033
Si  6.8576  1.2889  12.3872  0.0003  -0.0022  0.001
Si  9.6547  3.9702  12.2914  -0.0019  -0.0013  -0.0012
Si  6.7714  6.7986  12.3399  -0.0011  0.0018  -0.0004
Si  9.5124  9.459  12.2333  -0.0068  0.0012  0.0012
Si  0.3115  2.7046  13.6609  0.0045  -0.0018  0.0092
Si  1.3664  1.433  12.0483  -0.0004  -0.0003  -0.002
Si  -0.1276  8.1911  13.7861  -0.0077  -0.001  0.0069
Si  2.6614  5.7492  13.2883  -0.0006  0.0049  0.01
Si  5.495  2.8205  13.5546  0.004  -0.0028  0.0054
Si  8.2315  -0.2171  13.7333  -0.0093  -0.0107  -0.0323
Si  5.2585  8.2816  13.5589  0.0012  0.0035  0.0108
Si  8.2918  5.325  13.5777  -0.0024  -0.0023  0.0139
Si  1.611  4.3569  14.7255  0.0004  -0.0049  -0.044
Si  3.7947  2.1064  14.9436  -0.0074  0.0186  -0.0684
Si  1.31  9.826  14.8336  0.0033  -0.0184  -0.0696
Si  3.4153  7.4117  14.749  -0.0011  0.0083  -0.0775
Si  6.8853  4.0429  14.9678  -0.0119  0.0112  -0.0735
Si  10.4804  1.3501  15.4997  0.0022  -0.0043  -0.1083
Si  6.9603  8.9928  14.9297  0.003  -0.0484  -0.078
Si  9.8443  6.222  15.1087  0.0129  0.0125  -0.0724
Si  5.7872  1.3556  21.7213  0.0064  -0.0222  -0.2445
Si  1.0862  14.2899  25.8234  0.0349  0.0144  -0.2837
Si  9.4786  -3.9333  31.0873  0.0133  -0.0242  -0.2761
Si  19.2842  -8.4871  17.3058  0.0238  0.0024  -0.2112
Si  10.8652  4.0358  17.1261  -0.0106  0.0041  -0.1745
Si  -4.8116  3.4497  24.1206  -0.0006  0.037  -0.3036
Si  12.6911  -0.7181  28.1504  -0.0286  0.0223  -0.2596
Si  -4.7801  -20.144  26.6176  0.0461  0.0039  -0.307
Si  12.0743  -10.9351  17.8178  0.0225  0.008  -0.2248
Si  1.8625  3.0738  30.1996  0.0011  0.0444  -0.2909
Si  6.9562  -4.1144  16.1499  0.0107  0.0138  -0.1198
Si  20.2389  6.2889  18.0425  -0.0301  -0.0331  -0.2053
Si  27.3256  -14.444  21.5738  -0.0338  0.0332  -0.2535
Si  24.519  7.067  32.7427  -0.0346  0.0023  -0.2327
Si  17.926  -13.8876  18.8987  0.0034  -0.0262  -0.2607
Si  35.7985  -7.0034  23.8048  0.0577  -0.0155  -0.2821
Si  -2.704  2.7609  20.2947  0.0378  -0.0096  -0.2618
Si  -23.7758  -5.3901  28.3454  -0.0069  -0.0087  -0.2932
Si  17.8733  -11.2131  17.6654  -0.0217  -0.0089  -0.1876
Si  12.0163  7.6844  26.8521  -0.0416  -0.038  -0.2599
Si  11.2942  19.1342  19.2341  0.0321  -0.0216  -0.2208
Si  16.8718  2.3806  30.9813  0.0263  -0.0169  -0.2885
Si  -4.5642  -0.068  33.0776  -0.0007  0.0395  -0.223
Si  -6.4729  -3.0982  17.4104  0.0307  -0.0149  -0.1897
Si  4.1812  -10.8717  17.3513  0.0046  0.0136  -0.1617
Si  7.8701  -11.4393  25.7238  -0.0343  -0.0551  -0.282
Si  11.9611  16.7274  24.3569  0.0099  -0.0136  -0.2702
Si  18.9529  -8.2997  28.8265  0.0212  -0.0243  -0.2822
Si  -12.5983  -9.8811  33.6985  -0.0043  -0.0083  -0.2176
Si  4.2803  -16.7532  16.269  0.0106  -0.0058  -0.1465
Si  13.8456  17.9282  20.1038  -0.0052  0.0006  -0.2355
Si  10.9921  5.2931  33.1213  -0.0046  0.0107  -0.242
Si  7.4986  5.1909  22.2485  -0.0207  -0.0208  -0.2518
Si  -18.7943  13.1841  21.0555  -0.0422  -0.0292  -0.2842
Si  13.6565  15.1558  18.7258  -0.0043  0.0328  -0.2482
Si  0.0666  -9.6984  20.4692  -0.0015  0.0016  -0.2346
Si  7.1877  -3.0213  32.7705  0.0073  -0.0135  -0.2172
Si  14.8092  -9.3219  28.6161  0.0057  -0.0385  -0.2749
Si  9.6711  18.0275  23.2842  -0.0287  0.0417  -0.2943
Si  16.1443  -5.6007  32.4565  0.0172  -0.0321  -0.2173
Si  12.7556  13.7796  32.9783  -0.0153  -0.0234  -0.2595
Si  10.226  1.1388  27.1788  -0.0315  -0.0031  -0.2594
Si  11.9772  -1.9996  30.9158  -0.0122  0.0153  -0.2661
Si  -12.1152  20.3891  21.4602  0.0505  0.035  -0.2681
Si  -9.8383  15.9791  28.2129  0.0127  0.0229  -0.2801
Si  -1.9109  -3.251  26.3578  -0.0122  0.0396  -0.2934
Si  6.9836  -1.2182  22.7582  -0.0564  -0.0359  -0.2763
Si  22.1554  0.945  31.7364  0.0386  -0.0152  -0.2278
O  1.4442  -4.7556  32.8648  0.003  -0.0051  0.0837
O  12.3793  -9.2353  21.0833  0.039  0.0181  0.0947
O  2.7883  2.6398  28.9674  -0.0388  0.0214  0.129
O  7.4936  35.1098  30.3362  -0.0713  -0.0045  0.1717
O  -7.74  21.919  28.4341  0.005  0.0126  0.0837
O  -5.5895  0.1919  34.3181  -0.0239  -0.0105  0.1477
O  -0.3484  27.254  34.6509  0.0109  -0.0143  0.1652
O  9.813  16.6517  32.1335  0.0396  -0.0446  0.1336
O  3.0983  7.6525  34.2298  -0.006  0.0446  0.1692
O  19.4439  6.4043  22.373  0.0531  0.0274  0.111
O  16.4946  -6.9763  31.5527  -0.0237  0.086  0.1132
O  9.7217  2.2485  20.4945  -0.0008  -0.0057  0.0774
O  10.3052  11.0468  34.4711  0.0418  -0.0377  0.1269
O  12.3616  1.3272  32.8764  0.0112  0.0193  0.1038
O  22.2681  0.1787  27.7878  0.0584  -0.036  0.1006
O  4.972  4.7638  33.9535  0.0016  -0.0192  0.1776
O  21.253  -5.8333  27.8892  -0.0126  0.0022  0.1034
O  -4.7638  -2.6148  22.7739  0.0363  0.0431  0.1149
N  -2.1937  6.4813  16.4572  0.0109  -0.0072  0.1454
O  4.9921  1.7958  29.811  0.0646  0.0377  0.1733
O  10.9797  13.0949  26.2112  -0.0358  -0.047  0.1121
O  11.1948  -10.1078  18.9025  -0.0362  0.0362  0.171
O  16.4278  0.1928  18.2388  0.014  0.0057  0.0699
O  -14.1642  -12.3991  18.5705  0.0191  -0.0201  0.0949
O  -2.7983  0.8276  17.5347  -0.0073  -0.0019  0.0694
O  13.2401  8.5915  15.185  0.0072  -0.0012  0.0348
O  -4.7975  27.5963  21.7422  0.0368  -0.0403  0.0921
N  -0.8271  13.4026  16.7616  -0.0264  0.0135  0.1031
N  3.7381  6.6751  16.2677  0.0121  0.0057  0.109
O  17.3355  -21.627  26.0569  -0.0298  0.046  0.1089
O  12.8541  -12.7109  26.9567  0.0135  0.0541  0.1124
N  0.2284  5.0577  15.7062  -0.0169  -0.0166  0.0923
N  -4.7847  7.4002  17.5398  -0.0019  0.0268  0.1569
N  14.0976  -7.113  15.4245  0.0183  0.0205  0.0653
O  29.7319  -3.1057  34.2099  0.0303  0.0148  0.1704
O  35.1393  5.3513  23.75  -0.0431  0.0151  0.1003
O  -6.9563  -3.6555  21.3884  0.0495  -0.0005  0.1174
N  22.4762  0.096  16.1259  0.0021  0.0021  0.1379
O  1.3635  7.0383  25.39  0.0055  0.0696  0.1831
O  1.4355  -6.9808  17.8449  0.0595  0.0012  0.1062
O  15.0622  9.3295  16.9038  -0.0052  0.0051  0.0683
O  6.2615  9.2312  32.6126  -0.0013  0.0118  0.0694
O  4.0872  4.5428  17.8099  -0.0459  -0.021  0.1396
O  3.7164  -3.1996  18.8405  -0.0518  -0.0188  0.1622
O  10.0472  8.6095  22.7363  -0.0037  -0.0795  0.1471
O  19.171  17.3237  27.1752  -0.0007  -0.0725  0.1512
O  -12.9677  -8.5451  34.5264  -0.03  0.044  0.1154
O  17.5626  10.022  16.1759  0  0.0524  0.143
O  21.3726  -10.8972  21.4432  -0.0248  -0.0393  0.0983
O  -8.2172  -7.6156  31.6037  0.0037  0.0034  0.1754
O  -4.9833  -8.4533  22.8924  0.006  0.0707  0.1739
O  -4.9744  -0.0914  22.3901  0.0206  -0.0265  0.0972
O  1.0357  -12.4922  18.1827  -0.023  -0.0454  0.1013
O  8.003  -1.973  26.4672  0.0153  -0.0237  0.0952
N  16.8645  -5.6075  15.782  -0.0218  0.0078  0.0651
O  27.9163  -2.9235  20.2084  -0.0471  -0.0195  0.1973
O  12.4353  -3.0825  20.2932  0.0084  -0.0057  0.0888
O  9.84  -17.0255  18.1588  -0.0112  0.0103  0.0861
O  24.8937  3.0107  19.6278  0.0115  -0.065  0.1637
O  10.7366  -3.8091  18.2735  0.0377  0.0474  0.0952
O  6.4927  2.7032  25.4733  0.0032  -0.0812  0.2046
O  7.9727  -7.8114  18.7131  -0.0187  0.01  0.1885
O  18.9517  -1.2032  21.5433  -0.0325  0.0015  0.1122
O  2.2902  2.9302  24.8246  -0.0745  -0.0209  0.1525
O  14.8041  17.0426  32.0668  -0.0017  0.009  0.0773
O  27.5793  6.2305  35.9912  0.0176  0.0257  0.0611
O  18.8961  4.106  21.1661  -0.0255  0.0688  0.136
O  -2.6734  -4.1138  19.0824  -0.0156  0.0169  0.1045
O  -1.7213  -10.3094  14.8553  0.0313  0.0232  0.0632
O  7.5018  3.022  16.0975  0.0357  -0.0402  0.1005
O  12.6344  -6.7571  27.1078  -0.0046  0.0511  0.1817
O  16.8636  -9.7364  32.0495  0.0138  -0.0929  0.1505
O  -8.3272  -5.3686  19.7247  0.0023  0.0309  0.1003
O  -23.1675  23.6799  28.4281  -0.037  0.0387  0.1256
O  -6.6018  1.1276  16.1665  0.0124  -0.0604  0.1109
O  -6.2919  1.8094  27.1524  -0.0692  -0.0052  0.1589
O  1.3582  9.4384  35.2087  -0.0013  0.0032  0.0563
O  17.916  -9.2097  20.7039  -0.063  -0.0219  0.1137
O  0.4738  -7.157  32.9082  -0.009  0.0157  0.0847
O  7.7934  10.0089  24.1207  0.048  0.0436  0.2368
O  -0.0631  -3.1116  30.7822  -0.0062  -0.0003  0.0929
O  22.5422  1.8843  30.4475  -0.0263  -0.0415  0.1365
O  24.8742  3.2846  22.3127  0.0056  0.0745  0.2123
O  8.358  -13.8153  31.6517  -0.0652  0.0276  0.1196
O  13.6464  -10.5597  18.0598  -0.0194  0.0006  0.0733
O  13.2195  -2.5766  31.7767  0.0518  -0.0548  0.1265
O  9.1356  0.3652  26.2179  0.0649  0.0505  0.1158
O  21.9262  -15.462  23.1378  0.0428  -0.0241  0.124
O  9.7782  1.3314  32.2291  -0.0466  -0.001  0.1266
O  15.1781  12.2254  21.0915  0.0334  0.0049  0.0898
O  10.034  8.7806  20.0661  -0.0523  0.0382  0.1515
O  18.1186  15.3935  23.6943  -0.0268  -0.0449  0.1374
O  -0.4637  7.9997  26.9946  0.0443  0.0021  0.0998
O  8.0198  15.0466  28.4649  -0.0033  -0.0102  0.0925
O  0.292  15.4668  25.0264  -0.0028  -0.0435  0.1249
O  -3.9777  -6.9601  35.4055  0.0142  -0.0145  0.0551
O  26.4115  4.1292  24.3299  -0.0035  -0.0039  0.0925
O  7.0431  -9.0671  27.879  0.0561  0.0383  0.1653
O  19.8072  -15.4772  29.729  0.0205  0.0698  0.2174
O  -3.0257  11.0002  33.5279  0.0246  0.0063  0.0766
O  -1.7263  7.2163  24.8048  -0.0226  0.0165  0.2358
O  17.3059  -4.4416  32.4649  -0.0012  0.0149  0.0708
O  11.3506  -0.6372  31.5072  -0.0216  0.0463  0.0954
O  2.6551  14.0199  34.3429  0.0072  0.0181  0.1771
O  12.4712  -1.6298  29.4423  -0.0276  -0.0523  0.2078
O  12.4612  6.612  28  0.0073  -0.0388  0.1198
O  6.7691  20.3804  35.6446  0.0009  -0.0049  0.0613
O  12.1527  -6.3797  29.71  0.0226  -0.0622  0.1659

Results
free energy: -152236.133 eV
free energy less fixed offsets of N -386.36, O -570.45, Si -639.56 eV per atom: -3.613 eV

The program warned: the cutoff lies below the one the program advises for these potential files; the forces do not sum to zero within the program's tolerance; empty levels may hold ghost states of the PAW files; the exchange-correlation potential is rough where the density is thin.
